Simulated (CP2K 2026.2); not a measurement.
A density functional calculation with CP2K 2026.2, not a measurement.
Periodic cell of 444 atoms, Si328O116, from a study of silicon, its oxide and their interface. The atomic structure is a simulated model.
Doubt: the forces sum to 0.48 eV/angstrom along one axis rather than to zero, so they err by at least 0.0011 eV/angstrom per atom on average; the grid cutoff is modest.

Settings: functional PBE; method Gaussian and plane waves; basis set DZVP-MOLOPT-SR-GTH; pseudopotentials GTH-PBE; grid cutoff 350 Ry, relative cutoff 50 Ry; k points Gamma only; occupations fixed; spin none; net charge 0.

Cell vectors (angstrom)
a 16.4025 0 0
b 0 16.4025 0
c 0 0 30.4731

Atoms and the computed forces on them: element, x, y, z (angstrom), force x, y, z (eV/angstrom)
Si 0.3136 16.2977 30.26 -0.2253 0.0266 -0.1549
Si 2.9608 3.0645 30.1639 0.1822 -0.2799 0.2927
Si 15.9703 5.5064 0.2205 0.1648 0.1704 0.0909
Si 1.9603 8.3408 30.399 -0.009 -0.1291 -0.0911
Si 16.2771 10.8207 0.1465 -0.184 0.1846 -0.0925
Si 2.5445 13.9681 30.303 0.0413 -0.4622 0.0517
Si 5.5116 16.002 30.3269 -0.2208 0.1618 0.1784
Si 7.7907 3.0034 0.5232 0.2237 0.0251 -0.0384
Si 5.7476 5.3859 0.3722 0.1275 0.0095 -0.2588
Si 7.9545 8.4731 0.0261 0.1655 -0.3485 -0.1199
Si 5.681 10.6701 0.1458 0.2755 0.1808 -0.2796
Si 8.076 14.6606 0.8451 -0.0497 0.3355 -0.4526
Si 11.5239 14.5181 29.0355 0.0437 -0.0677 0.1979
Si 12.8458 2.5259 30.2758 -0.1938 -0.1012 -0.3173
Si 10.8819 4.9939 0.2062 -0.3021 0.1653 0.0988
Si 13.7788 7.8697 0.2041 -0.2278 -0.1007 0.3328
Si 11.0351 10.6669 0.1908 -0.2475 0.3411 -0.0238
Si 13.995 13.0902 30.3795 0.314 -0.0153 -0.3604
Si 1.4876 1.4753 1.1042 0.1681 0.0682 -0.2969
Si 4.1235 4.1029 1.4696 0.0315 0.0606 -0.1557
Si 1.1845 6.7452 1.5269 -0.0967 -0.0593 0.0341
Si 3.9553 9.4137 1.2617 -0.1125 0.0115 -0.1139
Si 1.3782 12.2528 1.2247 0.1804 0.4048 -0.2758
Si 4.0417 14.9379 1.3995 0.0355 0.1546 -0.4756
Si 6.4539 1.3143 1.4221 -0.0317 0.0234 -0.491
Si 9.4642 3.9981 1.7777 0.0173 0.0404 -0.3699
Si 6.8989 6.9523 1.5761 0.1128 0.0477 -0.2983
Si 9.4471 9.5774 1.4945 0.0337 0.0051 -0.2126
Si 6.9287 12.453 1.3948 -0.1302 -0.1863 -0.0482
Si 10.4603 15.1491 0.6685 0.2408 -0.1108 -0.0555
Si 11.8266 0.9212 1.3284 -0.0888 0.0093 -0.2261
Si 14.7399 3.7044 1.1655 -0.2107 0.21 -0.0682
Si 12.0981 6.6844 1.4237 0.0631 0.0197 -0.4555
Si 14.9117 9.5225 1.5133 -0.1053 -0.3099 -0.2507
Si 12.4605 12.1092 1.4023 -0.1086 -0.1341 -0.0735
Si 15.0437 14.996 1.0769 0.0643 -0.1837 -0.124
Si 16.353 2.6341 2.5534 -0.0237 -0.0119 -0.0356
Si 2.7229 0.0598 2.6414 0.0018 0.0508 0.0159
Si 16.2708 8.1408 2.8482 -0.1023 -0.1704 0.3183
Si 2.685 5.4396 2.7839 -0.0108 0.1156 -0.1566
Si 16.3883 13.6693 2.6032 0.0728 0.0776 -0.1196
Si 2.679 10.8577 2.6607 -0.024 0.0387 -0.007
Si 5.3115 2.7019 2.8888 -0.0003 -0.0332 0.1517
Si 7.839 16.2507 2.6859 -0.0638 -0.0342 -0.082
Si 5.3339 8.1916 2.7985 -0.0122 -0.0208 -0.025
Si 8.1744 5.519 2.9598 -0.0029 0.1017 0.2095
Si 5.3509 13.5528 2.7797 0.0449 -0.0485 0.0709
Si 8.1426 11.004 2.8148 -0.0585 0.0244 0.0392
Si 10.7993 2.4501 2.8552 0.0451 0.0239 0.2148
Si 13.5975 16.2958 2.5546 0.1412 -0.1078 -0.037
Si 10.8058 8.1326 2.7999 0.0669 -0.0838 -0.0754
Si 13.525 5.2408 2.6764 0.0058 -0.0586 0.1843
Si 11.0653 13.6582 2.5238 -0.2484 -0.0179 -0.029
Si 13.6391 10.8487 2.9095 0.0566 -0.0612 0.1212
Si 1.2387 4.041 4.0354 0.0527 0.0105 -0.0355
Si 3.975 1.318 4.2063 -0.0197 0.1514 -0.0806
Si 1.301 9.5478 4.1194 -0.0328 -0.1372 -0.1527
Si 4.0319 6.7936 4.1788 0.1029 -0.0822 -0.0001
Si 1.3317 15.0531 4.0114 -0.0535 -0.0996 -0.1065
Si 3.9877 12.2023 4.1146 0.0063 -0.0459 0.017
Si 6.7568 4.0669 4.1965 0.0385 0.0057 -0.1307
Si 9.357 1.1236 4.1124 0.1207 -0.0283 -0.0875
Si 6.7334 9.5978 4.1348 -0.0589 0.0463 -0.0557
Si 9.5438 6.8368 4.2906 -0.1302 0.0053 -0.032
Si 6.6299 14.9577 4.1926 -0.0891 0.0943 0.0201
Si 9.5867 12.3899 4.0384 0.0469 -0.0204 -0.0565
Si 12.199 3.9172 4.143 0.1259 0.0321 -0.1938
Si 14.9978 1.2662 3.9594 -0.0155 -0.0259 -0.0095
Si 12.2067 9.4881 4.1644 -0.0338 0.0462 0.0516
Si 14.8802 6.6895 4.1193 -0.0061 0.0366 -0.212
Si 12.3317 14.945 4.0421 -0.0375 0.098 0.0084
Si 15.0604 12.3014 4.0919 -0.0234 0.0644 -0.0142
Si 16.3626 16.4016 10.9636 -0.0042 -0.0361 0.0035
Si 2.6893 2.7275 10.9642 0.0077 -0.0047 0.0027
Si 16.3834 5.4688 10.9607 -0.0132 -0.0092 0.0135
Si 2.6938 8.2 10.9533 0.0036 -0.0038 -0.0017
Si 16.3813 10.9322 10.9513 -0.0125 -0.0133 0.0004
Si 2.6995 13.6626 10.9579 0.0158 0.0071 -0.0084
Si 5.4276 16.3977 10.9607 0.0201 -0.0228 0.0043
Si 8.1768 2.7328 10.9332 0.0015 0.0031 -0.0091
Si 5.4313 5.4611 10.9504 -0.0044 -0.0155 0.0102
Si 8.1821 8.2008 10.9429 -0.0346 -0.0345 -0.0033
Si 5.4314 10.9293 10.9703 0.0073 -0.0012 0.0069
Si 8.1717 13.6753 10.9709 -0.004 0.0131 -0.0086
Si 10.923 0.0003 10.9556 -0.0168 0.0006 0.0003
Si 13.6473 2.733 10.951 -0.0236 -0.0214 0.0076
Si 10.9243 5.4616 10.9304 -0.0083 0.0084 0.0053
Si 13.6595 8.1977 10.9402 -0.03 -0.0194 0.0029
Si 10.9262 10.9399 10.9616 -0.049 -0.0155 0.0061
Si 13.6591 13.6743 10.9522 -0.0402 -0.029 -0.0096
Si 1.324 1.3669 12.3332 -0.0271 -0.0101 0.0069
Si 4.0643 4.1016 12.3232 0.0331 0.0008 0.0065
Si 1.3501 6.8367 12.3375 0.0267 0.0152 0.0047
Si 4.0606 9.5603 12.3274 0.0174 0.0121 0.0122
Si 1.3422 12.2992 12.3305 0.0234 -0.0011 -0.0043
Si 4.0624 15.0287 12.3278 0.0024 0.0169 -0.0145
Si 6.8033 1.3859 12.3073 0.024 -0.0069 -0.0057
Si 9.5533 4.1047 12.2944 -0.0215 0.0036 0.002
Si 6.818 6.8304 12.3 0.0136 0.0481 0.0032
Si 9.5516 9.5699 12.3139 0.0399 -0.0048 -0.0023
Si 6.7995 12.3056 12.3301 -0.003 -0.0287 -0.0201
Si 9.5505 15.0532 12.3242 -0.0163 -0.021 -0.0002
Si 12.2941 1.3765 12.3213 0.0066 0.0285 0.0034
Si 15.0161 4.1068 12.3183 0.0097 0.0243 0.0024
Si 12.3029 6.8294 12.302 0.0058 0.024 -0.0031
Si 15.0345 9.5575 12.3206 0.0014 0.0294 -0.0091
Si 12.3059 12.3137 12.3229 0.0262 0.0531 -0.0153
Si 15.0103 15.0458 12.3382 0.0142 -0.0009 0.0043
Si 16.3717 2.7494 13.6994 0.009 0.0122 -0.0133
Si 2.708 0.0085 13.6893 0.0485 -0.0616 -0.0199
Si 0.009 8.2172 13.7162 -0.0305 -0.0117 0.0346
Si 2.7193 5.472 13.7086 -0.0037 0.0166 -0.0195
Si 16.3969 13.6902 13.6934 -0.0412 0.0097 -0.0277
Si 2.705 10.9319 13.7075 0.0229 0.0173 0.0013
Si 5.4494 2.7562 13.6883 -0.0047 0.0087 0.0132
Si 8.1887 0.0444 13.6732 -0.0274 0.0245 0.0108
Si 5.4517 8.1901 13.6652 0.0194 -0.0206 -0.0201
Si 8.1989 5.4773 13.6644 -0.0052 -0.0191 -0.0063
Si 5.421 13.6606 13.7 0.0526 0.0099 0.0192
Si 8.1918 10.952 13.6782 -0.0583 0.0515 0.0205
Si 10.9493 2.7773 13.6678 -0.0346 -0.0325 -0.0239
Si 13.6759 0.0471 13.7071 -0.0411 -0.0306 0.0182
Si 10.943 8.2057 13.6584 -0.0201 -0.0065 -0.0059
Si 13.6961 5.5069 13.6916 -0.029 -0.047 -0.003
Si 10.955 13.7123 13.6781 -0.0151 -0.0609 0.0118
Si 13.6955 10.9533 13.6762 -0.0231 -0.0311 -0.003
Si 1.3306 4.1143 15.0632 -0.0043 -0.0416 0.0366
Si 4.0649 1.3946 15.0418 -0.0033 -0.0153 -0.0054
Si 1.3683 9.579 15.1137 0.0337 0.0161 0.0674
Si 4.1282 6.8178 15.0612 0.0341 0.0288 0.0444
Si 1.3453 15.0616 15.0707 0.0196 0.0373 0.0124
Si 4.0559 12.2919 15.095 -0.0424 -0.0293 0.044
Si 6.8267 4.1366 15.0476 0.0326 -0.0214 0.0008
Si 9.5825 1.4237 15.0253 -0.0084 0.0535 0.0273
Si 6.8042 9.5744 15.0171 0.022 -0.0292 0.0267
Si 9.5917 6.8302 15.0202 0.0088 0.0376 -0.0007
Si 6.7926 15.0782 15.0053 -0.0344 -0.0512 -0.0342
Si 9.5876 12.3347 15.0164 0.0507 0.0325 -0.0406
Si 12.3261 4.1474 15.0365 0.0279 0.0435 0.0353
Si 15.0182 1.4233 15.111 0.0029 -0.0178 0.068
Si 12.3257 9.5776 15.0076 0.0131 0.0404 0.0249
Si 15.0697 6.8496 15.1004 0.0239 0.0507 0.0316
Si 12.3045 15.1014 15.0658 0.0059 -0.0087 0.011
Si 15.0636 12.3122 15.0626 -0.0094 0.0546 0.0434
Si 0.045 0.0835 16.4516 -0.0355 -0.1404 0.0727
Si 2.6992 2.7558 16.4204 0.0236 0.0199 0.0326
Si 0.0202 5.4612 16.4986 0.0414 -0.0024 0.1006
Si 2.7824 8.1782 16.4331 -0.0045 0.0434 0.0061
Si 0.0261 10.9908 16.4991 0.012 -0.053 -0.0547
Si 2.6535 13.6606 16.462 0.0484 0.0658 -0.0486
Si 5.4147 0.0159 16.3878 0.0434 0.0572 0.0722
Si 8.2468 2.8169 16.3876 0.0096 -0.0533 0.0528
Si 5.4816 5.4654 16.4754 -0.0419 0.0589 0.0667
Si 8.2005 8.2001 16.3304 0.0193 -0.0359 0.054
Si 5.4389 10.8932 16.4339 -0.0118 0.0156 0.0788
Si 8.2423 13.7777 16.3143 -0.0394 -0.0633 -0.0089
Si 10.9702 0.1258 16.4284 -0.0134 0.0026 -0.0395
Si 13.6611 2.8409 16.4806 -0.0293 0.026 0.014
Si 11.0173 5.5395 16.4122 -0.0941 -0.0857 0.0814
Si 13.7112 8.2766 16.4169 -0.0055 -0.0075 -0.0067
Si 10.9658 10.9464 16.3544 0.0695 0.075 0.155
Si 13.7053 13.7255 16.3832 -0.0031 -0.0547 0.159
Si 1.3564 1.4789 17.8902 -0.0639 0.0192 0.0759
Si 4.0732 4.0617 17.8129 -0.061 0.0186 -0.0685
Si 1.5168 6.7616 17.8248 0.178 -0.149 0.0166
Si 4.0964 9.4938 17.8992 0.1128 -0.081 0.117
Si 1.3521 12.3329 17.9577 -0.0702 0.0698 0.1322
Si 3.9826 15.0871 17.765 -0.0747 0.0781 -0.0716
Si 6.8507 1.4075 17.6668 0.0166 -0.0839 -0.1317
Si 9.6478 4.189 17.7802 0.0734 -0.0028 -0.0161
Si 6.9055 6.8688 17.7852 -0.0304 0.0535 -0.0625
Si 9.6022 9.5232 17.6702 -0.0162 0.0052 -0.1804
Si 6.896 12.3572 17.5873 0.05 0.0244 -0.2186
Si 9.5485 15.1901 17.7184 -0.1058 0.0194 0.076
Si 12.2793 1.5221 17.8654 -0.1403 0.0468 0.0077
Si 14.9976 4.1862 17.9323 -0.038 0.0367 0.0377
Si 12.39 6.9206 17.8003 0.0077 -0.0133 -0.0225
Si 15.0746 9.6057 17.8277 -0.1202 0.1262 0.0527
Si 12.3272 12.3496 17.7257 -0.0707 -0.1369 -0.1018
Si 15.091 15.0861 17.7711 0.0833 0.0249 -0.1928
Si 16.358 2.8402 19.3405 -0.0245 -0.0863 0.2183
Si 2.6797 0.0723 19.2722 0.0456 -0.0272 0.1049
Si 0.1171 8.1651 19.0262 -0.1775 0.0167 0.1274
Si 2.8625 5.3816 19.3618 -0.1187 0.0582 0.1622
Si 16.3388 13.7727 19.329 -0.1819 -0.0473 0.2064
Si 2.7497 10.914 19.3028 0.0917 -0.0769 0.3254
Si 5.5023 2.6893 19.0564 0.0427 -0.0965 0.1973
Si 8.2189 0.1908 19.13 0.0079 -0.0804 0.2738
Si 5.5745 8.097 19.2899 -0.0022 0.0893 0.2869
Si 8.3172 5.5656 19.1449 0.1883 0.0349 0.3187
Si 5.5137 13.7166 18.8663 0.0913 -0.004 0.1847
Si 8.2559 10.9661 18.889 0.0494 0.0315 0.2747
Si 10.9301 2.9151 19.3257 -0.0183 -0.0127 0.1933
Si 13.7799 0.1603 19.0307 -0.0184 -0.1195 0.3062
Si 10.9515 8.2179 19.1156 -0.1555 -0.0096 0.2663
Si 13.7016 5.6724 19.3315 0.1533 -0.0308 0.2999
Si 10.9205 13.807 18.9819 0.024 -0.0578 0.3349
Si 13.6863 11.0122 19.1931 0.0175 0.0588 0.207
Si 1.1065 4.404 20.7389 0.0553 -0.087 0.2545
Si 4.4614 1.0952 20.4768 -0.0906 -0.014 0.4385
Si 1.3281 9.3899 20.5579 0.0908 0.3585 0.0721
Si 4.7282 6.2269 20.674 0.1136 -0.0263 0.0321
Si 0.986 15.4601 20.6475 0.2084 -0.169 0.3733
Si 4.5941 12.1067 20.2583 -0.055 -0.0398 0.3653
Si 6.952 4.0558 20.2816 0.0642 -0.0894 0.2015
Si 9.1799 1.8815 20.6233 -0.1447 0.1727 0.1009
Si 6.8168 9.8559 20.3538 -0.0177 0.0113 0.3157
Si 9.8648 6.7335 20.6388 -0.105 0.1988 -0.0261
Si 6.6272 15.261 20.2385 0.0598 0.0093 0.5093
Si 9.7815 12.1555 20.2094 -0.0725 0.1213 0.2855
Si 12.1069 4.548 20.6912 0.0165 -0.0125 -0.015
Si 15.1251 1.2593 20.6827 -0.0263 0.1252 0.0067
Si 12.0118 9.865 20.4028 0.1793 0.0344 0.4824
Si 15.4452 6.8262 20.6289 -0.1976 0.0719 0.1138
Si 12.4769 15.0786 20.2138 -0.0736 0.0898 0.074
Si 14.5452 12.7614 20.6072 0.0995 -0.2045 0.2492
Si 15.66 0.774 27.3623 -0.0051 -0.069 -0.4943
Si 0.9529 5.3971 25.8586 -0.2657 0.0323 -0.319
Si 1.6509 14.1319 23.4733 -0.1806 -0.0812 0.198
Si 8.0419 2.2979 28.3058 0.4261 -0.2963 -0.3681
Si 6.412 2.8665 25.2092 0.2409 0.0823 -0.0991
Si 1.2938 8.1608 24.9516 -0.2112 -0.0774 0.2463
Si 8.8037 8.9619 22.6943 0.001 -0.033 0.212
Si 8.5654 13.9672 22.292 -0.3016 -0.1667 0.2642
Si 10.6943 16.301 22.3954 0.0183 -0.0204 0.2913
Si 13.4909 2.8634 23.0103 0.1075 -0.1057 0.2546
Si 11.5579 1.2161 24.8381 -0.3043 0.0968 0.3868
Si 15.7034 9.1603 22.69 0.129 -0.1033 0.1293
Si 1.6852 3.4091 23.772 -0.1253 0.133 0.4447
Si 4.3875 10.1326 24.0678 0.0663 0.1392 0.3262
Si 3.7513 15.0916 27.8609 0.1616 -0.0855 -0.1646
Si 4.3013 12.9054 23.2101 0.1011 -0.0351 0.3134
Si 11.5764 10.2058 23.2225 0.1805 0.1286 0.3513
Si 5.0311 15.4194 24.949 0.1976 0.209 -0.045
Si 8.1846 9.287 25.6484 -0.017 0.1564 0.1524
Si 2.1037 10.6499 26.0291 -0.1933 0.0166 -0.0029
Si 3.2532 7.9448 22.6207 -0.1684 0.1491 0.3962
Si 4.2791 1.7994 23.5498 0.3505 -0.0015 0.2823
Si 14.1102 11.594 23.4635 -0.3227 0.1223 0.4055
Si 15.5767 3.1259 25.3394 0.2302 0.074 0.0957
Si 5.3444 5.8671 27.9675 0.0788 -0.0182 -0.3344
Si 9.9943 12.1659 27.9982 -0.0959 -0.0857 -0.5529
Si 7.9892 4.9132 26.8411 -0.1818 -0.2413 -0.4434
Si 12.8474 0.6164 27.6883 0.0459 0.0513 -0.1542
Si 12.1365 8.5304 28.5745 0.0367 0.135 -0.5262
Si 7.8876 14.681 25.1611 -0.0315 0.167 0.1728
Si 1.1631 15.2553 26.1648 -0.1233 -0.2543 -0.1288
Si 4.5849 11.0101 27.8442 0.1078 0.026 -0.5715
Si 16.2329 12.7521 25.2228 -0.0299 -0.0027 0.0545
Si 5.4963 8.4758 26.56 0.3441 0.078 -0.2017
Si 4.9899 2.8723 27.8576 -0.0022 0.0817 -0.4503
Si 7.3326 12.0153 26.6921 0.1055 0.0307 -0.3134
Si 11.0782 9.977 26.2241 -0.2746 -0.0499 -0.2052
Si 9.6393 6.6826 28.4058 -0.2356 0.0023 -0.2618
Si 1.6347 5.7098 28.7788 -0.0874 0.0022 -0.4504
Si 8.8138 0.9589 25.8988 -0.0763 -0.07 -0.0682
O 1.3083 15.01 29.8936 -0.1162 0.3012 0.0323
O 16.3709 0.7639 28.8404 0.3646 -0.022 0.7063
O 2.3109 4.5018 29.6609 -0.0522 0.0531 -0.235
O 15.985 4.5436 26.0289 -0.0918 -0.0788 0.0859
O 0.0366 5.558 29.0979 -0.1093 -0.1771 0.3086
O 3.0802 11.2535 27.2048 0.1173 0.3882 0.127
O 4.8826 9.412 27.7283 -0.3233 -0.2386 0.328
O 15.1556 11.9231 29.8262 -0.1408 0.1406 0.3774
O 0.8747 9.5776 29.9082 0.0608 -0.1549 0.0694
O 3.4094 13.7904 28.8339 -0.1722 -0.2022 0.57
O 4.5651 14.927 26.4404 -0.2185 -0.039 0.2368
O 4.6756 16.0686 28.8348 0.5505 0.0907 0.5633
O 6.9761 15.2174 30.0978 0.3773 -0.3217 0.4897
O 6.8897 4.2634 30.3233 0.0204 0.062 0.3543
O 5.2314 2.4159 26.2896 -0.2964 -0.2033 0.3844
O 5.1099 6.2434 29.5325 0.1982 -0.1384 0.462
O 11.1068 7.3416 28.1975 0.1156 0.1064 -0.2037
O 11.6917 9.3516 29.9178 0.2531 -0.1845 0.1562
O 4.7558 11.3755 29.41 0.2196 -0.1252 0.3793
O 6.8291 9.597 29.9677 -0.2712 0.0618 0.4154
O 10.4278 11.554 29.4214 0.0221 -0.3739 0.4998
O 8.5321 0.9622 27.5113 0.0794 -0.1714 0.1793
O 9.0392 15.7748 25.5349 0.1741 0.1217 0.127
O 9.8501 5.4698 29.4766 -0.2294 -0.1537 -0.0936
O 4.913 6.9813 26.846 -0.1648 -0.0101 0.1454
O 5.7483 11.8345 27.0282 -0.3425 0.0571 0.0007
O 6.9319 5.6167 27.8347 -0.0513 0.3145 0.4081
O 14.9244 6.7349 0.3571 0.1399 0.0613 -0.288
O 13.6026 7.9789 29.0112 -0.1681 -0.0362 0.3521
O 7.5448 13.5623 26.2696 -0.2225 0.0613 -0.0236
O 4.9376 14.2174 23.8764 0.2184 -0.1936 -0.2285
O 12.9539 13.6492 29.1603 0.2181 0.1295 0.1273
O 4.0128 1.6877 21.9558 -0.0579 0.1927 -0.6834
O 0.0476 5.6226 21.2143 0.1898 -0.1207 -0.2595
O 5.8965 5.0801 21.1294 -0.2794 0.1954 -0.3067
O 5.521 16.2997 20.9267 0.0893 0.131 -0.7131
O 0.3271 8.911 23.9147 -0.0041 -0.0653 -0.138
O 14.5202 10.0131 23.3972 0.0427 -0.2918 -0.2647
O 2.1318 8.2501 21.4748 0.0113 0.0758 -0.1529
O 5.0941 11.573 23.7626 0.127 -0.0433 0.002
O 1.9021 15.1897 24.7042 -0.0659 0.2621 0.0975
O 1.6963 14.8527 22.034 0.1108 0.344 -0.6606
O 2.7293 12.931 23.6115 0.0311 -0.2785 0.0563
O 4.3029 13.0098 21.6031 -0.2454 -0.0765 -0.3466
O 4.1433 6.6688 22.1684 0.0298 -0.108 -0.0501
O 7.9991 3.0048 21.1344 0.2159 -0.2093 -0.3805
O 9.8232 1.248 22.0334 -0.0511 0.1909 -0.3399
O 9.7585 15.0245 22.0966 -0.0576 0.2527 -0.2446
O 7.5885 9.5261 21.7824 -0.0561 0.0043 -0.4299
O 9.3573 7.5889 21.9827 0.1342 -0.1232 -0.1335
O 10.919 5.5921 21.2557 0.2537 -0.0427 -0.5096
O 8.2766 13.7844 23.8739 0.2084 -0.3954 -0.3455
O 11.2456 16.2848 23.9398 0.0819 -0.0847 -0.315
O 9.0408 12.5642 21.6406 0.2143 -0.0908 -0.1183
O 11.951 16.1334 21.3837 0.1654 0.1777 -0.0378
O 12.9299 4.0543 22.051 -0.1586 0.1255 -0.2554
O 14.3464 1.8253 22.0582 0.1966 -0.2332 -0.2241
O 16.237 0.1336 21.2314 0.1652 0.0017 -0.2397
O 12.4515 11.6281 23.3478 0.285 -0.1179 0.1119
O 12.2516 9.3351 21.9984 -0.0642 -0.2344 -0.6446
O 15.1233 7.7973 21.9691 -0.1139 -0.4222 -0.2257
O 13.408 13.9246 20.9417 0.1449 0.0101 -0.494
O 11.012 11.1655 20.6937 0.0178 -0.0131 -0.3756
O 14.808 12.271 22.1666 0.0398 0.2828 -0.3923
O 0.1936 0.1352 26.206 -0.1731 0.2659 0.1372
O 0.1509 13.9421 26.3251 0.3077 -0.0515 0.1371
O 1.576 3.6726 22.1695 -0.2021 0.1486 -0.5669
O 2.6151 7.671 24.1073 0.3655 0.0553 -0.1126
O 0.247 13.3769 23.7706 0.0802 0.1821 -0.042
O 0.7606 11.5264 25.777 0.1002 -0.0338 0.0934
O 6.4186 2.3964 28.5016 -0.2645 -0.1666 0.4575
O 5.621 2.7417 23.7861 0.1506 -0.1311 -0.1431
O 8.6875 2.2644 29.7832 -0.0176 0.1213 0.2866
O 2.9235 10.5413 24.6354 -0.1416 -0.136 -0.2571
O 1.6398 9.0946 26.2685 -0.0094 -0.1194 -0.1583
O 9.6601 9.147 26.3365 -0.0121 -0.1758 -0.081
O 8.1773 8.6175 24.1671 0.1997 -0.0373 -0.2269
O 10.1487 1.7699 25.4454 0.2081 0.1813 0.0478
O 4.3725 0.3673 24.337 -0.2487 -0.0787 -0.0016
O 7.2045 14.4878 21.5844 -0.1616 0.1456 -0.2448
O 7.118 4.3564 25.5188 -0.1728 0.0883 0.0372
O 12.1871 2.2364 23.7521 0.0883 -0.048 -0.1367
O 14.3651 3.3947 24.2883 -0.2912 0.2448 -0.1384
O 9.9546 10.1064 22.9545 -0.0949 -0.0225 -0.2187
O 14.6989 12.2383 24.8937 -0.1723 -0.3612 -0.2867
O 11.7778 15.9526 28.2684 -0.0223 0.0717 0.2282
O 5.132 9.1461 25.1212 -0.0789 -0.0705 0.0814
O 2.2625 15.5439 27.3332 0.013 0.1663 0.1448
O 9.1822 6.0507 26.912 0.191 0.3182 0.429
O 7.7447 10.8765 25.5797 0.143 -0.1021 -0.1909
O 7.6117 1.7707 25.1593 -0.1222 0.1701 -0.1634
O 7.1333 8.4535 26.585 -0.0346 0.0058 0.0052
O 10.7113 11.524 26.6501 -0.1337 0.208 0.2827
O 11.7192 9.6667 24.7658 -0.0926 -0.1716 0.0794
O 8.3781 11.8747 27.9402 -0.0115 -0.0644 0.2343
O 3.7912 2.3383 28.8601 -0.4424 -0.0163 0.4802
O 5.741 11.0365 20.7977 -0.3821 -0.2221 -0.2577
O 2.99 2.5522 24.1603 -0.0445 0.081 -0.0756
O 1.871 5.3952 27.1979 0.3554 -0.1195 0.1647
O 2.2067 7.2239 29.1434 0.139 0.2255 -0.154
O 12.9896 1.8974 28.72 0.041 -0.0838 0.1947
O 15.2482 2.1957 26.649 -0.0795 0.0936 0.2544
O 4.2054 9.2796 22.7005 -0.1323 0.0958 -0.4307
O 0.143 10.0288 21.5632 0.3998 0.0268 -0.2599
O 0.4711 6.9058 25.5408 0.0841 0.0887 0.2306
O 12.5036 1.0131 26.1393 -0.0391 0.1102 0.2067
O 0.4148 2.5864 24.4111 0.0708 -0.2898 -0.2985
O 14.3049 16.2982 27.5762 -0.0689 -0.0245 0.3349
O 8.6326 3.5507 27.45 0.0089 0.0372 0.0161
O 10.4407 13.7331 28.0514 -0.0164 0.3782 0.0194
O 4.6124 4.454 27.6829 -0.0553 -0.1864 -0.0385
O 11.914 3.8772 30.0046 0.137 -0.0737 0.273
O 12.2156 9.4871 27.2721 0.1794 -0.1662 0.0364
O 6.6261 15.6828 25.0162 -0.0675 0.1356 -0.0192
O 1.7964 4.8287 24.5815 0.072 0.0724 -0.0976
O 8.6321 7.7757 29.1338 -0.1914 0.1094 -0.0859
Si 16.3485 16.3651 5.4194 -0.0388 -0.0422 -0.0965
Si 2.6022 2.7272 5.4859 -0.0257 -0.1248 -0.0149
Si 16.3169 5.3857 5.4634 -0.0436 0.1093 -0.0114
Si 2.6625 8.1797 5.5019 -0.01 0.0467 -0.0183
Si 16.3705 10.9265 5.4871 0.0576 0.0067 0.014
Si 2.6498 13.6515 5.4354 0.0626 0.0454 -0.1048
Si 5.3453 16.3635 5.5637 -0.0073 -0.0854 -0.0192
Si 8.1171 2.6311 5.4935 -0.012 -0.0321 -0.0072
Si 5.4045 5.4399 5.5487 -0.0834 -0.0044 0.023
Si 8.1195 8.2382 5.5322 0.0174 -0.0493 0.0034
Si 5.3841 10.9221 5.5281 0.0202 -0.0157 -0.0247
Si 8.1525 13.6591 5.465 -0.0054 -0.0016 -0.0236
Si 10.8816 16.272 5.4308 -0.0235 -0.0247 -0.0454
Si 13.6585 2.6078 5.4358 -0.0443 0.092 -0.0248
Si 10.9025 5.3712 5.5285 0.0108 -0.0249 0.0013
Si 13.5832 8.1207 5.5009 -0.0352 -0.1354 -0.0033
Si 10.8816 10.9598 5.4686 0.0052 0.0287 -0.0672
Si 13.669 13.6333 5.4717 0.0105 -0.0253 -0.0421
Si 1.2762 1.3272 6.8379 0.0087 0.0986 0.0296
Si 4.0043 4.0666 6.8672 0.0371 0.0683 -0.0267
Si 1.2867 6.7871 6.8312 -0.0003 -0.0051 -0.0203
Si 4.0353 9.538 6.8795 0.0183 -0.0155 -0.0014
Si 1.3224 12.297 6.8488 -0.0618 -0.0169 0.021
Si 3.9939 14.978 6.878 0.0263 0.0419 0.0325
Si 6.7473 1.3209 6.8915 0.0006 0.04 0.0041
Si 9.5032 4.0144 6.8538 0.036 0.012 -0.0066
Si 6.7801 6.8286 6.8861 0.0183 0.0002 -0.0222
Si 9.5156 9.6019 6.866 -0.0775 0.0724 -0.0135
Si 6.7918 12.2905 6.8536 0.0092 -0.0003 -0.0193
Si 9.5223 14.9845 6.8645 0.0307 -0.0238 -0.0094
Si 12.2475 1.2795 6.7987 0.024 -0.0009 -0.0413
Si 14.9748 4.0165 6.8354 0.0371 -0.0184 0.0019
Si 12.2468 6.7678 6.8871 0.0532 0.0247 0.0328
Si 14.9826 9.5312 6.8212 -0.0041 -0.0038 -0.0066
Si 12.2807 12.2859 6.842 0.0204 -0.0482 -0.0072
Si 15.007 15.0187 6.8321 0.0042 -0.0115 0.0062
Si 16.3502 2.6984 8.2259 -0.0373 -0.0259 0.0175
Si 2.6555 16.383 8.2239 -0.0217 -0.0628 -0.0065
Si 16.3526 8.1784 8.2014 -0.0031 -0.0069 -0.0131
Si 2.6655 5.4549 8.2245 0.0054 -0.0234 0.0064
Si 16.3647 13.6626 8.2169 0.0047 -0.0267 -0.005
Si 2.6851 10.9304 8.2252 0.0331 0.0044 -0.0066
Si 5.3916 2.7137 8.2334 0.0029 -0.0347 0.0151
Si 8.1593 16.3711 8.2265 0.0327 0.0145 0.0002
Si 5.4153 8.1907 8.2472 -0.0086 -0.0158 0.0136
Si 8.1663 5.4382 8.2115 -0.0478 -0.0148 0.0088
Si 5.4169 13.649 8.2269 0.0252 0.0277 -0.0122
Si 8.1546 10.9467 8.2466 0.0073 -0.0351 0.0056
Si 10.9103 2.6721 8.194 -0.0013 0.0419 -0.0001
Si 13.6314 16.3728 8.2025 -0.0369 -0.0172 -0.0008
Si 10.8925 8.198 8.2087 -0.0173 -0.0594 -0.0036
Si 13.6434 5.4132 8.2195 -0.0295 0.0356 -0.0033
Si 10.911 13.6414 8.2255 -0.0656 -0.0076 0.0106
Si 13.6416 10.9132 8.2063 -0.0351 0.0051 0.0042
Si 1.315 4.0796 9.5899 0.0255 0.0156 -0.0032
Si 4.0348 1.3423 9.5956 0.0179 0.0164 0.0094
Si 1.3197 9.5521 9.5751 0.0028 0.013 0.0009
Si 4.0453 6.8174 9.5925 0.0236 0.0216 0.0098
Si 1.3127 15.0219 9.6033 -0.0098 0.0266 0.0004
Si 4.0606 12.284 9.598 0.0215 -0.0268 -0.0031
Si 6.7841 4.0867 9.577 -0.005 0.0359 0.005
Si 9.5389 1.3395 9.5814 -0.012 -0.0064 -0.0029
Si 6.7918 9.5648 9.5994 0.0124 0.0032 -0.0069
Si 9.5366 6.8212 9.5724 0.0111 0.0398 0.0099
Si 6.7881 15.0196 9.5965 0.006 0.0044 -0.0129
Si 9.5389 12.3003 9.6086 0.0135 -0.0077 0.002
Si 12.2657 4.0597 9.5699 0.0068 -0.0042 0.0016
Si 14.9859 1.342 9.587 0.0047 0.0516 -0.0046
Si 12.2734 9.5582 9.5813 0.0219 0.0097 -0.0067
Si 15.0058 6.8071 9.5769 0.0093 0.0009 0.0031
Si 12.2753 15.0197 9.5857 0.0129 -0.0063 -0.0058
Si 15.0056 12.2889 9.5797 0.0147 0.0079 -0.0019

Results
total energy: -85944.677 eV
total energy less fixed offsets of O -438.35, Si -107.03 eV per atom: 9.763 eV
